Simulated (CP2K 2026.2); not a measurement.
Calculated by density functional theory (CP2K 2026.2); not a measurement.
Periodic cell of 503 atoms, Si360O143, from a study of silicon, its oxide and their interface. The atomic structure is a simulated model.
Doubt: the forces sum to 1.96 eV/angstrom along one axis rather than to zero, so they err by at least 0.0039 eV/angstrom per atom on average; the grid cutoff is modest.

Settings
functional: PBE
method: Gaussian and plane waves
basis set: DZVP-MOLOPT-SR-GTH
pseudopotentials: GTH-PBE
grid cutoff: 300 Ry, relative cutoff 40 Ry
k points: Gamma only
occupations: fixed
spin: none
net charge: 0

Cell vectors (angstrom)
a	16.32	0	0
b	0	16.32	0
c	6.6053	-7.4455	34.2603

Atoms and the computed forces on them: element, x, y, z (angstrom), force x, y, z (eV/angstrom)
Si	-1.739	-0.977	2.921	-0.014	-0.105	-0.047
Si	2.013	0.839	2.982	0.007	-0.301	0.484
Si	-1.953	4.526	2.951	0.085	0.095	0.548
Si	1.053	6.96	2.608	0.039	-0.028	0.051
Si	-1.702	-6.525	2.833	-0.059	0.074	0.014
Si	1.847	-4.548	3.011	-0.021	-0.006	-0.026
Si	3.673	-0.925	2.841	-0.026	-0.018	-0.005
Si	6.996	1.256	2.572	-0.003	-0.017	-0.104
Si	3.886	4.014	2.905	-0.225	0.35	0.451
Si	6.857	6.527	2.728	-0.107	0.184	0.583
Si	3.537	10.069	2.877	-0.088	-0.043	0.034
Si	-8.917	-4.647	2.809	-0.034	0.013	0.062
Si	-6.222	-1.791	2.828	0.155	-0.345	0.563
Si	-3.254	0.914	2.787	-0.103	-0.189	0.495
Si	-7.08	4.431	2.625	0.114	-0.223	0.676
Si	-3.525	6.327	2.846	-0.065	-0.069	0.543
Si	-7.298	-6.454	2.773	0.049	-0.028	-0.022
Si	-4.481	-3.654	2.812	-0.025	-0.007	0.013
Si	0.075	-0.014	4.075	0.033	-0.019	0.027
Si	2.748	2.604	4.335	0.017	-0.048	0.02
Si	-0.086	5.482	4.052	-0.022	-0.028	-0.017
Si	2.565	8.207	4.008	-0.007	0.03	-0.022
Si	-0.035	-5.449	4.119	-0.066	0.042	-0.003
Si	2.782	-2.704	4.154	-0.014	0.053	0.022
Si	5.509	0.024	3.987	0.005	-0.049	-0.03
Si	-8.142	2.754	3.959	0.038	0.055	-0.069
Si	5.398	5.337	4.115	0.016	-0.001	-0.015
Si	-8.29	8.15	4.027	-0.008	-0.082	-0.001
Si	5.463	-5.419	4	0.062	0.031	0.004
Si	-8.001	-2.831	4.049	0.064	0.012	-0.09
Si	-5.199	-0.009	3.976	0.062	0.073	-0.035
Si	-2.669	2.694	4.237	-0.011	-0.037	-0.004
Si	-5.425	5.446	3.967	0.011	0.013	0.035
Si	-2.786	8.179	4.144	0.005	-0.055	0.016
Si	-5.53	-5.413	4.031	0.002	0.005	-0.022
Si	-2.812	-2.649	4.194	0.009	0.004	-0.009
Si	-1.202	1.395	5.516	0.017	-0.019	-0.033
Si	1.301	4.091	5.441	-0.027	0.026	-0.011
Si	-1.371	6.84	5.499	-0.002	-0.01	-0.048
Si	1.28	9.489	5.504	0.021	-0.016	-0.032
Si	-1.37	-4.038	5.439	0.036	0.011	0.018
Si	1.342	-1.415	5.494	-0.018	0.019	-0.04
Si	4.239	1.318	5.553	0.024	-0.041	0.001
Si	6.817	4.021	5.444	0.008	-0.012	0.001
Si	4.01	6.819	5.342	0.016	0.02	0.001
Si	6.698	-6.843	5.43	-0.001	0.001	-0.011
Si	4.215	-4.014	5.452	0.006	-0.051	-0.043
Si	-9.452	-1.407	5.307	-0.033	0.001	-0.019
Si	-6.71	1.366	5.263	0	-0.008	0.018
Si	-4.181	4.032	5.45	0.011	0.033	-0.061
Si	-6.799	6.83	5.343	-0.011	0.032	-0.035
Si	-4.192	-6.799	5.419	-0.026	0.026	-0.013
Si	-6.774	-4.12	5.549	0.007	-0.017	-0.019
Si	-4.056	-1.29	5.593	0.046	0.001	0.001
Si	-2.634	0.054	6.858	0.009	0.017	-0.009
Si	0.04	2.767	6.898	0.024	0.001	0.031
Si	-2.773	5.428	6.77	0.007	0.014	0.011
Si	-0.021	8.148	6.897	-0.021	-0.033	0.024
Si	-2.754	-5.444	6.749	0.017	-0.001	0
Si	-0.028	-2.723	6.858	0.001	-0.007	0.029
Si	2.763	-0.039	6.808	0.029	-0.002	-0.014
Si	5.519	2.709	6.887	0.023	0.027	0.016
Si	2.701	5.456	6.757	0.002	-0.028	-0.008
Si	5.364	-8.19	6.782	-0.013	-0.027	0.022
Si	2.749	-5.42	6.74	-0.024	-0.007	-0.047
Si	5.539	-2.686	6.811	0.021	0.04	0.043
Si	-8.097	-0.002	6.659	0.026	-0.012	0.007
Si	-5.483	2.679	6.806	-0.033	0.011	0.021
Si	-8.136	5.442	6.731	-0.014	-0.016	0.009
Si	-5.51	8.166	6.794	-0.015	-0.002	0.021
Si	-8.214	-5.485	6.8	-0.007	0.013	-0.022
Si	-5.433	-2.708	6.873	-0.014	0.003	-0.024
Si	-1.344	-1.345	8.222	0.019	-0.006	0.019
Si	1.423	1.362	8.177	0.015	-0.007	-0.005
Si	-1.396	4.104	8.177	-0.016	0.006	0.002
Si	1.368	6.779	8.189	0.01	0.007	-0.016
Si	-1.405	9.541	8.17	-0.035	0.009	-0.019
Si	1.379	-4.095	8.146	0	0.033	0
Si	4.119	-1.379	8.169	-0.014	-0.004	0.004
Si	6.89	1.316	8.148	0.002	-0.017	-0.018
Si	4.083	4.094	8.141	-0.026	0.026	-0.017
Si	-9.532	6.78	8.105	0.012	-0.004	0.001
Si	4.052	-6.799	8.145	0.005	0.002	0.001
Si	6.822	12.231	8.179	-0.012	0.01	0.012
Si	-6.817	-1.336	8.152	-0.009	0.007	-0.005
Si	-4.064	1.382	8.171	0.017	-0.02	-0.001
Si	-6.82	4.077	8.142	-0.017	0.024	0.001
Si	-4.112	6.807	8.134	-0.026	-0.016	-0.008
Si	-6.849	-6.816	8.172	0.002	-0.004	0.02
Si	-4.061	-4.087	8.177	0.035	-0.003	-0.016
Si	0.04	0.016	9.543	-0.013	-0.007	0.007
Si	2.754	2.731	9.533	-0.002	-0.008	0.006
Si	-0.011	5.436	9.534	-0.007	0	0.009
Si	2.718	-8.159	9.526	-0.006	0.007	0.004
Si	-0.003	-5.436	9.51	0.025	-0.012	-0.006
Si	2.738	-2.736	9.516	0.011	-0.009	0.003
Si	5.478	-0.007	9.508	0.007	-0.007	0.001
Si	-8.141	2.713	9.526	0.013	-0.013	-0.001
Si	-10.875	5.441	9.504	0.002	0.001	0.002
Si	8.126	8.133	9.514	-0.012	0.033	0.01
Si	5.431	10.871	9.509	-0.005	0.005	0.008
Si	8.17	-2.714	9.526	-0.01	-0.011	0.016
Si	-5.43	0.004	9.511	0.011	0.008	-0.001
Si	-2.729	2.739	9.546	-0.006	0.01	0.005
Si	-5.453	5.438	9.503	0.002	-0.017	0.002
Si	-2.754	8.161	9.512	0.022	-0.012	-0.001
Si	-5.453	-5.449	9.509	-0.029	0.002	-0.009
Si	-2.713	-2.723	9.547	0.01	0	0.002
Si	-1.344	1.396	16.286	-0.006	0.004	-0.014
Si	1.358	4.14	16.305	-0.013	0.005	-0.011
Si	-1.342	6.834	16.359	0.008	0.004	0.005
Si	1.354	-6.811	16.332	0.006	-0.003	0.004
Si	-1.35	-4.086	16.303	0.001	0.006	0.009
Si	1.38	-1.384	16.329	-0.002	0.006	0.006
Si	4.118	1.338	16.293	-0.001	0.003	-0.013
Si	-9.526	4.052	16.332	-0.001	-0.012	-0.007
Si	4.067	-9.543	16.331	0.018	-0.018	-0.002
Si	6.769	9.512	16.32	-0.008	0.012	-0.009
Si	4.071	-4.101	16.352	0.003	-0.013	-0.006
Si	6.796	-1.37	16.341	0.008	-0.002	0.012
Si	-6.816	1.358	16.324	0.02	-0.003	0.006
Si	-4.071	4.098	16.328	0.013	-0.018	0.007
Si	-6.798	6.797	16.312	0.009	0.013	0.006
Si	-4.056	9.522	16.306	-0.001	-0.001	-0.003
Si	-6.804	-4.076	16.291	-0.004	0.008	-0.007
Si	-4.101	-1.359	16.271	-0.003	0.012	-0.01
Si	-2.736	0.024	17.58	0.004	0	-0.017
Si	-0.011	2.799	17.639	-0.021	-0.007	0.012
Si	-2.706	5.463	17.7	-0.013	-0.002	0.023
Si	0.026	8.184	17.756	-0.011	0.007	0.003
Si	-2.701	-5.436	17.674	-0.015	0	0.001
Si	0.013	-2.754	17.68	-0.019	-0.007	0.018
Si	2.783	-0.026	17.651	0.011	0.006	-0.005
Si	5.458	2.659	17.7	0.033	-0.01	-0.012
Si	2.697	5.46	17.731	-0.003	-0.001	0.003
Si	5.408	-8.175	17.685	0.01	0.005	-0.004
Si	2.702	-5.472	17.714	0.019	-0.001	-0.012
Si	5.431	-2.737	17.706	-0.001	0.002	0.007
Si	-8.173	0.002	17.707	-0.026	-0.012	0.011
Si	-5.451	2.732	17.664	-0.004	0.016	-0.004
Si	-8.155	5.424	17.662	-0.014	-0.018	-0.011
Si	-5.433	8.177	17.649	-0.003	-0.008	-0.01
Si	-8.164	-5.441	17.637	0.013	0.01	-0.026
Si	-5.442	-2.722	17.65	0.013	-0.006	0
Si	-1.444	-1.383	18.912	0.025	0.003	-0.008
Si	1.386	1.394	18.866	0.011	0.013	-0.025
Si	-1.319	4.15	19.093	0	0.006	-0.003
Si	1.381	6.84	19.172	0.025	0.018	0.007
Si	-1.314	-6.717	19.087	-0.014	0.019	0.015
Si	1.388	-4.088	19.091	-0.008	-0.002	0.01
Si	4.109	-1.363	19.102	-0.012	-0.016	-0.001
Si	-9.532	1.309	19.146	-0.011	0.024	-0.008
Si	4.061	4.017	18.994	0.009	-0.046	-0.004
Si	-9.482	6.824	18.993	0.007	-0.023	0.024
Si	3.989	-6.899	19.084	-0.031	-0.036	0.002
Si	-9.526	-4.133	19.023	-0.012	0.013	0
Si	-6.772	-1.35	19.018	-0.032	0.023	0.03
Si	-4.031	1.401	18.972	-0.006	0.005	0.005
Si	-6.84	4.042	19.046	0.028	-0.015	-0.01
Si	-4.11	6.813	19.024	0.015	0.018	0.012
Si	-6.776	9.562	18.989	0.005	0.021	-0.022
Si	-4.115	-4.114	19.006	0.01	-0.034	0.001
Si	-0.041	0.049	20.077	-0.05	0.05	-0.048
Si	2.708	2.622	20.347	0.035	0.01	-0.008
Si	0.034	5.489	20.541	-0.041	-0.018	-0.005
Si	2.682	8.167	20.674	0.009	0.077	0.005
Si	0.035	-5.361	20.544	0.022	-0.039	-0.026
Si	2.737	-2.712	20.457	-0.013	-0.047	-0.021
Si	5.479	-0.099	20.569	0.036	0	0.01
Si	-8.152	2.681	20.487	-0.006	-0.043	0.01
Si	5.458	5.405	20.239	0.018	-0.028	0.018
Si	-8.078	8.192	20.335	0.015	-0.034	-0.011
Si	5.42	-5.57	20.319	0.01	0.035	-0.005
Si	-8.139	-2.753	20.335	0.015	-0.011	-0.01
Si	-5.359	0.045	20.322	0.03	-0.035	0.014
Si	-2.725	2.779	20.379	-0.01	-0.001	-0.049
Si	-5.499	5.437	20.365	0.012	0.026	-0.036
Si	-2.737	-8.101	20.325	-0.004	0.002	-0.018
Si	-5.477	-5.425	20.429	-0.012	0.007	-0.003
Si	-2.784	-2.728	20.316	-0.034	0.045	-0.016
Si	-1.308	1.33	21.538	0.064	0.019	-0.011
Si	1.452	4.012	21.788	-0.007	0.016	0.068
Si	-1.413	6.947	21.772	0.013	-0.017	0.027
Si	1.297	-6.682	22.117	-0.032	-0.009	0.068
Si	-1.373	-3.88	21.772	0.043	0.042	0.025
Si	1.163	-1.266	21.525	-0.034	-0.031	0.017
Si	2.227	0.112	23.048	0.273	-0.041	-0.662
Si	-9.574	4.117	21.706	0.013	0.034	-0.061
Si	4.176	6.626	21.773	-0.02	-0.009	0.061
Si	-9.503	9.443	21.696	-0.014	-0.034	0.014
Si	4.2	-4.152	21.708	0.037	0.045	0.066
Si	6.943	-1.502	21.884	0.01	0.012	0.117
Si	-6.672	1.325	21.773	-0.042	0.045	0.04
Si	-4.122	4.129	21.721	0.027	0.032	0.034
Si	-6.799	6.818	21.756	0.015	-0.016	-0.01
Si	-4.078	-6.777	21.732	-0.001	-0.009	0.04
Si	-6.826	-4.035	21.795	0.01	0.007	0.043
Si	-4.1	-1.372	21.702	-0.059	-0.035	-0.047
Si	-2.402	-0.253	22.857	-0.05	-0.038	0.012
Si	0.187	2.443	22.986	-0.448	0.425	-0.105
Si	-2.945	5.702	23.021	0.014	-0.06	-0.62
Si	-0.597	8.594	23.285	0.448	-0.103	-0.729
Si	-2.659	-5.369	22.985	-0.166	0.002	-0.654
Si	-0.592	-1.958	22.979	-0.244	-0.004	-0.484
Si	3.975	1.232	21.825	-0.023	-0.014	0.069
Si	5.018	3.012	22.902	0.057	0.06	0.015
Si	3.344	4.76	23.018	0.065	-0.121	-0.602
Si	5.976	7.593	22.945	0.298	-0.247	-0.581
Si	2.708	-5.073	23.263	-0.064	-0.183	-0.724
Si	6.012	-3.389	23.019	0.307	-0.128	-0.657
Si	-7.535	-0.482	23.038	0.159	-0.374	-0.54
Si	-5.353	2.748	23.158	0.232	-0.359	-0.39
Si	-8.553	5.854	23.007	-0.046	0.012	0.03
Si	-5.162	-8.393	23.078	-0.066	0.096	-0.671
Si	-8.544	-5.171	23	-0.137	0.326	-0.469
Si	-5.761	-2.348	23.132	0.014	0.02	0.037
Si	3.281	8.104	-4.036	0.137	0.105	0.187
Si	-6.803	-0.887	27.768	-0.007	0.015	-0.151
Si	3.984	4.969	25.969	-0.028	-0.027	-0.227
Si	1.257	-6.385	27.101	0.472	0.153	-0.279
Si	-1.902	1.825	-2.299	0.099	-0.041	0.09
Si	-9.881	3.362	29.029	0.019	0.089	0.059
Si	3.324	-3.081	27.221	-0.078	0.017	-0.084
Si	-10.453	-2.505	25.902	-0.105	-0.05	-0.065
Si	3.863	-3.413	-2.989	-0.003	-0.081	0.118
Si	-2.175	-7.72	28.739	0.146	-0.053	0.059
Si	1.714	-2.358	24.7	0.055	0.086	-0.075
Si	-1.862	2.607	0.705	-0.197	-0.01	0.08
Si	0.048	3.738	-3.657	0.011	-0.002	0.038
Si	-1.327	6.218	-2.526	-0.049	0.063	-0.038
Si	-8.867	0.224	25.751	0.018	0.143	0.069
Si	-6.618	-6.365	25.078	-0.074	0.019	-0.15
Si	-0.632	7.709	26.33	-0.008	0.057	-0.049
Si	-4.72	-3.791	24.817	-0.204	0.467	-0.363
Si	2.417	5.31	1.619	-0.041	0.098	0.543
Si	2.22	2.171	-2.175	0.044	-0.063	0.135
Si	1.127	2.55	0.675	0.095	0.142	0.087
Si	-1.705	-1.504	27.94	0.095	-0.037	0.088
Si	-0.789	-4.191	27.487	0.1	-0.028	-0.068
Si	-7.774	4.702	27.094	-0.062	-0.003	-0.618
Si	1.608	-3.618	0.926	0.067	-0.418	0.55
Si	-3.952	0.24	26.902	-0.037	-0.011	0.168
Si	4.615	7.255	0.515	-0.182	0.605	0.309
Si	3.325	-5.993	26.185	-0.582	-0.18	0.147
Si	-5.976	3.543	29.094	0.005	-0.037	0.105
Si	2.365	-0.823	-1.848	0.077	0.001	-0.021
Si	0.936	-6.214	-0.521	0.231	0.007	0.099
Si	-7.632	-4.944	-4.289	-0.075	0.042	-0.127
Si	5.197	7.888	25.95	-0.11	-0.043	-0.11
Si	4.911	-5.541	-0.906	-0.42	-0.413	0.28
Si	-9.491	-2.553	-3.543	0.015	0.013	-0.004
Si	8.532	0.213	1.089	-0.395	0.159	0.589
Si	-8.398	7.376	-1.617	-0.545	0.276	-0.347
Si	-7.242	-6.474	28.096	-0.032	0.025	-0.137
Si	-9.004	4.315	-0.908	0.005	0.086	0.021
Si	3.579	4.076	28.719	0.115	0.007	0.049
Si	-2.887	-4.78	1.44	-0.227	-0.193	0.712
Si	-1.119	-2.95	-4.247	0.09	-0.106	0.037
Si	-3.932	5.195	-4.026	0.086	0.118	0.031
Si	-2.397	-9.127	0.203	0.446	0.138	0.471
Si	5.856	2.576	0.958	0.317	-0.323	0.336
Si	-6.485	1.604	-4.591	-0.027	0.012	-0.076
Si	-1.05	4.65	27.162	-0.021	-0.048	0.094
Si	-8.468	-3.53	27.837	0.049	0.089	0.136
Si	5.131	1.574	-4.821	0.105	0.144	0.07
Si	-3.595	1.365	24.175	-0.049	-0.019	-0.749
Si	-6.403	7.232	-4.099	-0.082	-0.021	0.028
Si	3.739	-6.877	0.63	0.452	0.047	0.143
Si	-9.408	-1.664	-0.587	-0.056	-0.067	0.067
Si	-0.66	-8.06	1.435	-0.262	-0.294	0.287
Si	-10.267	2.794	24.988	-0.49	-0.121	-0.556
Si	-7.1	-6.809	0.398	-0.211	0.018	0.595
Si	-1.073	-2.185	1.022	-0.215	0.317	0.47
Si	-10.586	8.1	-2.201	0.698	-0.05	-0.016
Si	-8.84	-4.362	0.496	0.062	-0.169	0.628
Si	-1.299	3.456	24.555	0.478	-0.167	-0.537
Si	-5.128	-6.289	-3.683	0.037	-0.111	0.061
Si	-4.12	-6.66	-0.73	-0.099	0.079	0.079
Si	3.898	-1.628	0.588	-0.033	0.243	0.598
Si	5.186	2.59	-1.916	0.056	0.01	0.03
Si	-0.782	-1.1	-1.787	0.029	0.034	-0.039
Si	0.571	-7.571	-3.117	0.036	-0.113	-0.014
Si	-3.573	-3.661	27.658	0.066	-0.016	-0.019
Si	-7.652	4.409	24.714	-0.104	0.671	0.33
Si	-8.983	7.422	27.975	-0.026	-0.139	0.046
Si	-3.157	2.967	28.402	0.102	-0.054	-0.085
Si	-6.524	2.889	-0.045	-0.147	0.107	0.039
Si	-4.72	2.579	-2.389	-0.047	0.068	-0.042
Si	-1.348	1.372	10.889	-0.002	0.004	-0.006
Si	1.36	4.074	10.884	-0.003	-0.007	-0.007
Si	-1.37	6.814	10.87	0.008	0.003	0.005
Si	1.35	-6.801	10.872	-0.018	-0.01	0.007
Si	-1.342	-4.077	10.89	0.001	0.013	0.004
Si	1.389	-1.364	10.887	0.009	0.015	0.003
Si	4.117	1.358	10.874	0.025	0.019	0.008
Si	-9.522	4.071	10.87	-0.019	-0.026	0.014
Si	4.09	6.803	10.876	0.015	0.014	0.001
Si	6.787	9.509	10.878	0	-0.014	0.002
Si	4.081	-4.097	10.881	-0.018	-0.019	0.008
Si	6.802	-1.372	10.885	-0.016	0.003	0.001
Si	-6.776	1.366	10.88	0	0.017	0.004
Si	-4.092	4.099	10.887	0.015	0.007	0.004
Si	-6.815	6.789	10.874	-0.013	-0.014	-0.005
Si	-4.103	-6.805	10.88	-0.001	0.008	0.002
Si	-6.793	-4.08	10.88	0.024	0.017	0.004
Si	-4.083	-1.359	10.886	-0.014	-0.017	0.005
Si	-2.713	0.005	12.24	0.001	0.005	-0.002
Si	0.009	2.725	12.26	-0.001	0.007	0.012
Si	-2.721	5.455	12.235	-0.008	-0.002	-0.006
Si	-0.004	-8.155	12.229	-0.002	0.011	-0.003
Si	-2.72	-5.446	12.227	0.01	-0.011	-0.002
Si	0.018	-2.717	12.249	0.002	-0.006	0.005
Si	2.749	0	12.242	0.006	0.003	0
Si	-10.869	2.717	12.245	-0.01	-0.003	0.009
Si	2.723	5.442	12.234	-0.004	-0.004	0.005
Si	5.438	8.153	12.253	-0.011	0.007	0.009
Si	2.715	-5.452	12.238	0.001	0.001	-0.002
Si	5.439	-2.734	12.237	0.001	0.004	-0.002
Si	-8.152	0.001	12.221	0.003	-0.002	-0.014
Si	-5.437	2.73	12.246	0.002	-0.008	0.007
Si	-8.166	5.429	12.24	0.007	-0.001	0.002
Si	-5.456	8.154	12.242	0.005	-0.002	0.003
Si	-8.163	-5.446	12.234	-0.007	0.008	-0.007
Si	-5.438	-2.723	12.244	-0.003	0.002	0.005
Si	-1.343	-1.349	13.602	-0.008	-0.004	-0.002
Si	1.385	1.363	13.608	-0.002	-0.007	-0.006
Si	-1.359	4.104	13.6	-0.016	0.012	-0.005
Si	1.362	-9.506	13.587	-0.01	0.007	-0.01
Si	-1.36	-6.803	13.589	0.009	-0.008	-0.004
Si	1.365	-4.093	13.604	0.008	-0.004	0.001
Si	4.089	-1.379	13.604	0.008	-0.002	-0.005
Si	-9.502	1.353	13.591	0.008	-0.001	-0.006
Si	-12.241	4.075	13.596	0.007	0	-0.004
Si	6.792	6.783	13.61	-0.001	0	-0.006
Si	4.072	9.513	13.607	-0.008	-0.006	0.003
Si	6.795	-4.088	13.599	-0.009	0.003	-0.001
Si	-6.812	-1.361	13.586	-0.01	0.016	0
Si	-4.08	1.366	13.598	0.003	0.013	0.005
Si	-6.798	4.082	13.607	-0.007	-0.016	0.005
Si	-4.075	6.808	13.6	0.024	-0.011	-0.003
Si	-6.81	9.515	13.605	-0.003	0.007	0.008
Si	-4.07	-4.083	13.591	-0.002	0.006	0.001
Si	0.029	0.003	14.969	0.012	0.018	-0.001
Si	2.73	2.732	14.98	0.005	0.006	0.006
Si	-0.006	5.483	14.954	0.01	-0.009	0
Si	2.718	-8.167	14.971	-0.004	0.008	0.007
Si	0	-5.457	14.955	-0.022	-0.005	-0.013
Si	2.727	-2.744	14.967	-0.012	-0.009	0.001
Si	5.465	-0.02	14.942	-0.001	0.002	-0.006
Si	-8.16	2.718	14.959	0.004	0.005	0.002
Si	-10.89	5.418	14.973	-0.012	-0.014	-0.001
Si	8.143	8.152	14.966	-0.015	-0.026	0.005
Si	5.427	10.881	14.962	0.013	0.007	-0.007
Si	8.149	-2.715	14.952	0.003	0.008	-0.006
Si	-5.464	0.006	14.94	-0.017	-0.022	-0.007
Si	-2.725	2.74	14.946	0	-0.009	-0.004
Si	-5.429	5.449	14.957	0.008	0.014	-0.011
Si	-2.703	8.161	14.96	-0.011	0.009	-0.009
Si	-5.431	-5.442	14.951	0.018	0.001	0.001
Si	-2.708	-2.718	14.945	0.017	0.004	0.003
O	2.015	-3.683	23.802	-0.093	0.028	-0.186
O	-3.391	-4.468	24.143	0.143	0.223	0.114
O	-4.058	6.798	23.626	0.023	0.065	0.553
O	0.751	-7.896	26.779	0.217	-0.341	-0.05
O	-1.598	-6.463	23.604	-0.101	0.02	0.186
O	4.339	-7.204	26.555	-0.037	0.013	0.554
O	1.227	1.295	23.628	-0.217	0.054	0.704
O	-6.443	2.027	29.359	-0.197	-0.01	-0.387
O	4.5	6.468	26.272	-0.005	0.037	0.268
O	2.102	-2.664	26.236	-0.388	0.02	0.304
O	-5.236	-0.614	27.413	0.174	-0.06	-0.101
O	-6.909	-0.591	29.338	-0.349	-0.32	0.221
O	-8.579	-6.192	-4.769	0.064	-0.63	0.296
O	-4.286	-6.431	-2.318	0.368	0.099	-0.157
O	-8.027	-5.927	24.389	-0.135	-0.272	0.35
O	-0.885	-0.618	29.018	-0.146	0.26	0.023
O	3.61	2.959	-1.923	0.061	0.395	0.167
O	-10.376	7.048	1.46	0.039	-0.017	-0.091
O	-8.182	5.599	2.255	0.123	-0.073	-0.053
O	-10.147	3.887	-1.988	-0.239	0.265	-0.631
O	2.538	-1.01	24.233	0.45	0.05	0.212
O	-8.753	-0.277	-0.113	-0.012	0.444	-0.305
O	-0.257	5.014	-2.711	0.343	0.147	0.13
O	2.904	-2.843	28.749	0.014	-0.086	0.032
O	3.038	-2.075	-2.625	-0.208	0.211	-0.465
O	-8.97	3.781	27.75	-0.155	-0.474	0.047
O	-6.448	-5.42	-3.318	-0.042	0.051	0.668
O	-2.926	-2.429	28.519	-0.381	0.135	0.451
O	3.102	-0.635	-0.419	-0.187	0.569	0.046
O	-9.594	3.915	0.561	0.077	0.373	0.266
O	0.197	-5.179	26.64	-0.06	0.095	-0.4
O	2.281	-7.017	-0.136	-0.01	-0.474	-0.186
O	-5.12	2.823	-0.839	0.239	-0.099	0.451
O	1.378	-6.257	28.727	0.477	-0.044	0.327
O	1.259	2.216	-0.886	-0.25	-0.316	-0.299
O	-7.951	-8.001	-0.346	-0.273	0.11	-0.05
O	-2.483	2.37	24.828	0.151	0.149	0.593
O	-3.7	1.615	27.722	-0.23	-0.05	-0.012
O	4.623	-2.194	26.874	0.177	0.312	0.078
O	2.038	1.5	1.479	0.144	-0.171	-0.423
O	3.756	-4.622	26.947	0.236	0.084	0.285
O	-8.739	3.197	24.631	0.161	-0.348	-0.116
O	-3.508	-6.853	28.794	-0.247	-0.2	-0.461
O	-0.496	3.724	25.95	0.381	-0.394	0.117
O	-1.2	2.708	-3.466	-0.36	-0.022	-0.438
O	-9.058	-1.716	-4.851	-0.033	-0.321	-0.232
O	-3.003	1.577	1.267	-0.313	-0.221	-0.289
O	-1.728	-3.685	1.065	0.325	-0.113	-0.007
O	5.444	1.688	-3.235	0.342	-0.299	0.237
O	1.524	4.118	0.89	-0.194	0.246	-0.014
O	-10.821	1.862	-0.484	0.052	-0.637	-0.075
O	-6.828	-1.04	1.487	0.218	-0.105	-0.577
O	-1.8	-7.855	27.166	-0.427	0.247	-0.199
O	3.352	-5.82	24.566	0.473	-0.082	0.039
O	-0.369	2.163	1.169	-0.061	-0.191	0.471
O	-7.699	-5.367	-0.095	0.131	0.3	-0.509
O	5.055	7.196	-1.036	-0.026	-0.474	0.034
O	-8.537	-3.858	-3.513	-0.065	-0.148	0.498
O	-2.605	5.983	-3.512	0.018	0.24	-0.204
O	-4.35	0.589	25.385	-0.533	-0.431	0.055
O	1.427	2.971	-3.319	0.399	0.138	-0.178
O	0.815	-1.196	-1.667	0.002	-0.119	0.32
O	-0.332	4.496	28.607	0.633	0.078	-0.029
O	5.274	-2.939	-3.602	0.048	0.115	-0.243
O	5.267	3.974	25.805	0.157	0.154	0.393
O	-0.683	-2.578	27.243	0.536	0.293	-0.476
O	4.79	7.828	-3.503	0.031	-0.275	-0.121
O	-6.236	3.748	24.176	0.34	-0.087	0.184
O	-9.98	1.417	25.836	-0.235	-0.044	0.599
O	2.096	-8.12	-2.935	0.002	-0.279	0.549
O	-5.661	-7.67	-4.344	0.244	0.093	-0.588
O	-8.638	5.869	-1.046	0.081	-0.152	0.19
O	-4.292	3.992	-3.025	-0.083	0.348	0.361
O	0.55	-2.383	1.032	0.285	0.309	-0.217
O	4.062	-4.443	-1.751	-0.313	0.21	0.253
O	-6.391	4.029	27.612	0.496	0.027	-0.485
O	0.362	-6.885	-4.568	0.41	-0.369	-0.364
O	-10.157	6.955	28.973	-0.369	0.223	-0.194
O	-7.653	3.431	-1.079	0.188	-0.407	-0.764
O	-2.578	-3.442	-4.76	-0.318	0.541	0.172
O	3.068	5.007	24.633	-0.432	0.072	0.252
O	-6.869	1.418	0.521	0.231	-0.06	0.366
O	-6.423	3.89	1.229	0.42	0.131	-0.122
O	-7.856	-4.992	28.044	0.291	-0.104	0.148
O	-1.463	-1.438	-0.361	-0.32	0.031	-0.083
O	-9.646	7.881	26.579	0.297	0.432	-0.238
O	-2.06	4.861	24.135	0.107	0.065	0.1
O	-6.808	-6.874	26.592	-0.087	-0.345	-0.037
O	3.086	-4.285	-4.115	-0.248	0.221	0.002
O	5.359	8.101	24.369	-0.371	0.521	0.29
O	-1.177	0.395	-2.226	0.309	0.048	-0.072
O	-0.549	7.603	-2.874	-0.172	0.064	0.096
O	0.116	-2.109	24.476	-0.428	-0.075	0.598
O	5.343	-3.109	24.5	-0.304	-0.211	0.096
O	-3.469	1.578	-2.587	-0.223	-0.658	-0.029
O	5.404	-1.808	0.002	0.176	-0.204	0.021
O	-4.539	-4.442	28.677	-0.292	0.577	0.25
O	-7.943	6.221	27.661	0.413	0.218	0.238
O	-3.139	-7.915	-0.574	0.151	-0.03	-0.244
O	-5.561	-6.957	-0.068	0.22	-0.289	-0.186
O	1.108	-4.636	-0.235	-0.088	0.19	-0.609
O	-7.182	7.32	-2.685	0.166	-0.023	0.06
O	-0.203	-6.916	0.347	-0.232	0.202	0.128
O	-5.225	6.147	-4.052	0.035	-0.231	0.188
O	-3.542	6.571	1.2	-0.422	-0.289	-0.289
O	2.482	0.62	-2.58	0.288	0.112	-0.273
O	3.514	6.058	0.641	-0.194	-0.28	-0.325
O	-9.408	-3.561	26.526	0.141	-0.623	-0.495
O	4.505	3.111	1.663	-0.357	-0.408	-0.321
O	-4.38	3.607	29.217	0.173	0.396	0.525
O	-1.856	2.653	-0.902	-0.054	0.357	-0.18
O	-3.45	-5.395	0.034	0.049	0.231	-0.468
O	-0.176	-4.274	-4.167	0.432	0.051	0.275
O	-8.499	-2.862	0.01	0.428	0.099	-0.033
O	-2.014	4.091	1.345	-0.055	0.298	-0.328
O	-10.721	-6.618	-1.923	0.439	0.105	-0.248
O	-0.797	6.164	26.709	0.016	-0.001	-0.174
O	-8.262	-7.612	28.621	-0.126	0.163	0.343
O	-7.82	0.12	26.986	-0.075	0.389	0.126
O	-5.895	-7.598	24.308	-0.227	-0.203	0.25
O	-7.293	-2.426	27.581	0.412	-0.34	-0.073
O	-5.993	1.876	-3.095	-0.349	-0.349	0.292
O	3.098	4.46	27.219	-0.743	-0.15	-0.027
O	-7.961	0.3	24.418	0.035	0.489	-0.051
O	-9.323	-1.687	-2.193	0.386	0.19	-0.078
O	-6.032	-6.492	29.151	-0.166	-0.457	0.292
O	-2.589	4.124	27.394	-0.594	0.016	-0.105
O	-0.484	-4.457	29.065	0.034	0.412	0.283
O	-7.599	0.438	-4.668	-0.085	0.025	0.45
O	-4.207	-5.554	-4.775	-0.061	-0.151	-0.121
O	-1.299	-2.204	-2.84	-0.064	-0.085	0.227
O	-9.449	-3.181	29.087	-0.315	0.427	-0.15
O	0.462	-6.376	-2.044	-0.361	0.485	-0.059
O	-4.324	-3.192	26.29	-0.325	0.532	0.165
O	-1.851	6.219	-0.985	0.292	-0.541	-0.048
O	-2.329	-4.605	27.187	-0.089	-0.537	-0.35
O	-10.256	-4.714	-0.17	-0.183	0.254	0.091
O	-9.708	-1.126	25.638	-0.222	-0.073	-0.036
O	-0.612	7.815	24.72	0.038	-0.375	-0.019
O	-2.512	-0.528	26.923	0.277	0.332	-0.16
O	-5.724	-5.028	25.084	-0.131	0.026	0.184
O	4.893	3.125	28.595	-0.338	-0.563	-0.219
O	3.09	-3.056	0.528	0.307	-0.137	0.092

Results
total energy: -101211.679 eV
total energy less fixed offsets of O -438.25, Si -107.07 eV per atom: 3.271 eV
